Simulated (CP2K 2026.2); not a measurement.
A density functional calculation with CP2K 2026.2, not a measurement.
Periodic cell of 515 atoms, Si360O155, from a study of silicon, its oxide and their interface. The atomic structure is a simulated model.
Doubt: the forces sum to 2.45 eV/angstrom along one axis rather than to zero, so they err by at least 0.0048 eV/angstrom per atom on average; the grid cutoff is modest.

Settings
functional: PBE
method: Gaussian and plane waves
basis set: DZVP-MOLOPT-SR-GTH
pseudopotentials: GTH-PBE
grid cutoff: 350 Ry, relative cutoff 50 Ry
k points: Gamma only
occupations: fixed
spin: none
net charge: 0

Cell vectors (angstrom)
a	16.32	0	0
b	0	16.32	0
c	-7.2314	-0.6193	34.062

Atoms and the computed forces on them: element, x, y, z (angstrom), force x, y, z (eV/angstrom)
Si	-6.566	10.792	33.424	-0.05	-0.052	0.572
Si	-6.154	-0.234	33.833	-0.406	-0.231	0.444
Si	8.686	4.12	33.747	-0.103	-0.011	0.49
Si	-5.498	6.503	33.895	-0.393	-0.369	0.585
Si	6.855	2.752	33.736	0.285	0.081	0.464
Si	4.157	6.468	31.037	-0.029	-0.052	0.04
Si	-4.265	13.661	34.062	-0.387	-0.271	0.359
Si	2.652	2.275	32.09	0.472	0.521	-0.211
Si	-4.799	3.78	32.89	-0.061	-0.086	0.097
Si	2.833	8.882	32.575	0.185	-0.004	0.113
Si	8.117	6.922	32.76	0.056	-0.063	0.12
Si	-3.909	11.188	32.217	-0.181	0.064	0.205
Si	4.276	0.633	33.984	0.11	-0.212	0.624
Si	3.257	3.655	30.346	-0.325	-0.261	0.126
Si	3.627	10.121	28.247	0.155	-0.066	-0.138
Si	4.893	5.108	33.575	-0.109	-0.029	0.07
Si	0.247	7.616	33.358	0.19	-0.267	0.667
Si	0.23	12.435	32.373	0.017	0.027	0.066
Si	-0.221	16.1	1.576	0.509	0.395	0.078
Si	2.73	2.74	1.243	0.107	0.1	0.702
Si	0.513	5.812	1.485	0.169	0.165	0.041
Si	3.292	8.758	1.711	0.132	0.221	0.563
Si	0.563	11.432	1.667	-0.037	-0.075	-0.068
Si	2.169	13.158	1.814	0.014	0.014	0.049
Si	5.236	16.201	1.159	0.195	0.271	0.656
Si	8.302	3.247	1.53	0.4	0.09	0.298
Si	5.851	6.143	1.589	0.203	-0.015	0.512
Si	7.649	7.739	1.573	-0.002	0.08	-0.059
Si	4.957	10.502	1.607	0.005	-0.015	-0.053
Si	8.55	14.371	0.902	-0.015	0.617	0.378
Si	10.394	16.008	1.276	-0.018	-0.03	-0.024
Si	13.146	2.286	1.429	-0.09	-0.08	0.043
Si	10.157	4.88	1.423	-0.131	-0.161	0.492
Si	13.72	7.763	1.244	0.117	0.197	0.561
Si	11.135	10.531	1.163	-0.122	0.039	0.694
Si	5.56	11.793	33.206	0.097	-0.13	-0.073
Si	14.844	1.337	2.761	0.082	0.033	0.044
Si	1.467	4.094	2.715	0.032	-0.083	-0.065
Si	15.146	6.771	2.764	-0.066	0.006	-0.052
Si	1.484	9.658	2.884	0.014	-0.081	-0.074
Si	15.067	12.313	2.86	-0.043	-0.018	0.007
Si	1.27	14.956	2.985	-0.005	0.055	0.038
Si	4.148	1.436	2.59	-0.007	-0.043	-0.111
Si	6.746	4.314	2.859	0	0.017	-0.046
Si	4.158	6.966	2.95	-0.074	-0.024	-0.088
Si	6.699	9.48	2.827	-0.007	0.003	0.024
Si	4.02	12.226	2.88	0.001	-0.039	-0.011
Si	6.848	15.062	2.463	0.009	-0.036	-0.037
Si	9.395	1.398	2.63	0.034	0.054	0.072
Si	12.043	3.98	2.653	0.005	0.091	-0.058
Si	9.422	6.721	2.717	0.103	-0.039	-0.037
Si	12.475	9.311	2.587	0.011	0	-0.031
Si	9.724	11.96	2.513	0.263	-0.33	0.4
Si	12.143	14.899	2.542	0.036	0	0
Si	13.486	16.246	4.055	-0.008	-0.021	0.015
Si	-0.037	2.768	4.011	-0.002	0.008	0.008
Si	13.581	5.369	3.943	0.015	-0.036	-0.015
Si	0.063	8.224	4.119	0.002	-0.001	0.016
Si	13.675	10.807	4.015	-0.054	-0.004	0.019
Si	-0.049	13.636	4.363	0.019	-0.004	-0.001
Si	2.779	0.082	4.036	-0.015	0.04	0.022
Si	5.442	2.769	4.05	-0.006	-0.038	0.024
Si	2.791	5.444	4.122	0	-0.033	0.022
Si	5.478	8.223	4.375	0.027	0.031	-0.039
Si	2.76	10.928	4.364	0.026	0.024	-0.029
Si	5.539	13.655	3.935	0.002	0.014	0.01
Si	8.081	0.036	4.003	0.03	-0.026	0.004
Si	10.79	2.654	4.102	-0.025	0.005	-0.005
Si	8.149	5.513	4.274	-0.004	0.046	0.002
Si	10.923	8.098	3.94	-0.008	0.035	0.026
Si	8.196	10.863	3.968	0.021	0.039	-0.018
Si	10.91	13.467	3.953	-0.019	-0.022	0.018
Si	14.837	14.994	5.541	-0.026	0.03	0.025
Si	1.346	1.397	5.382	-0.007	-0.015	-0.003
Si	14.919	4.076	5.4	0.004	0.022	-0.004
Si	1.392	6.804	5.453	0.008	0.019	-0.031
Si	14.994	9.525	5.475	-0.01	0.024	0.001
Si	1.356	12.276	5.631	0.027	0.004	0.018
Si	4.147	14.989	5.362	0.004	0.012	-0.02
Si	6.782	1.384	5.42	-0.024	0.014	0.01
Si	4.107	4.078	5.483	0.008	-0.002	0.004
Si	6.831	6.837	5.642	0.005	-0.02	0.043
Si	4.09	9.55	5.668	0.008	-0.029	0.032
Si	6.851	12.26	5.346	-0.035	-0.006	-0.004
Si	9.514	14.922	5.288	-0.035	-0.039	-0.034
Si	12.188	1.318	5.433	-0.012	-0.01	-0.002
Si	9.505	4.053	5.494	0.004	-0.018	0.011
Si	12.254	6.752	5.348	0.022	0.011	-0.006
Si	9.563	9.492	5.336	0.038	-0.031	0.002
Si	12.272	12.178	5.374	0.028	-0.01	-0.009
Si	-0.019	0.045	6.783	0.016	-0.016	0.002
Si	2.696	2.729	6.795	-0.022	0.003	-0.013
Si	-0.024	5.446	6.767	-0.018	-0.016	-0.013
Si	2.707	8.13	6.895	0.023	0.014	0.015
Si	-0.015	10.873	6.892	0.006	0.002	0.023
Si	2.786	13.673	6.825	0.005	0.019	-0.013
Si	5.442	0.016	6.784	-0.004	0.004	-0.006
Si	8.139	2.703	6.822	0.007	-0.008	0.022
Si	5.449	5.419	6.881	0.014	0	0.027
Si	8.245	8.214	6.853	0.009	0.022	0.005
Si	5.516	10.959	6.842	0.012	0.023	0.014
Si	8.182	13.609	6.734	-0.011	-0.016	-0.002
Si	10.832	-0.058	6.752	0.01	-0.002	-0.007
Si	13.583	2.692	6.767	0.008	0.025	-0.002
Si	10.914	5.427	6.784	-0.029	0.002	0.002
Si	13.59	8.129	6.754	-0.017	0.001	-0.006
Si	10.891	10.851	6.74	-0.025	0.002	-0.016
Si	13.541	13.555	6.826	0.006	-0.02	0.027
Si	-1.386	1.357	13.618	0.002	0.011	0.012
Si	1.359	4.086	13.617	0.009	0.006	-0.001
Si	-1.331	6.805	13.617	0.006	0.001	-0.012
Si	1.347	9.5	13.594	-0.004	-0.003	-0.006
Si	-1.387	12.237	13.606	0.002	-0.006	-0.01
Si	1.333	14.96	13.599	0	0.013	0.002
Si	4.085	1.363	13.604	0.011	-0.005	-0.007
Si	6.806	4.057	13.588	0.009	-0.012	-0.001
Si	4.055	6.779	13.572	-0.002	0.007	-0.003
Si	6.811	9.532	13.595	-0.004	-0.008	0.018
Si	4.072	12.235	13.595	-0.01	0.009	0.007
Si	6.811	14.989	13.604	-0.003	-0.003	-0.01
Si	9.511	1.352	13.598	-0.005	-0.006	-0.007
Si	12.254	4.071	13.601	0	0.011	0.006
Si	9.547	6.807	13.596	-0.014	-0.007	0.005
Si	12.265	9.536	13.615	0.02	-0.006	-0.007
Si	9.551	12.271	13.608	-0.005	0.005	-0.002
Si	12.24	14.961	13.609	-0.007	-0.004	0.001
Si	-2.734	-0.016	14.997	0.015	0.001	0.004
Si	-0.028	2.742	14.954	-0.003	0.008	-0.003
Si	-2.671	5.419	14.947	0.022	0.002	0.001
Si	0.016	8.149	15.01	0.002	-0.029	0
Si	-2.722	10.89	15.016	0.002	-0.002	-0.001
Si	-0.059	13.617	14.961	-0.006	-0.003	0
Si	2.717	-0.004	14.937	-0.002	-0.008	0.002
Si	5.452	2.706	14.978	-0.006	0.006	0.003
Si	2.713	5.442	14.992	-0.02	-0.001	-0.001
Si	5.415	8.143	14.899	-0.031	0.002	-0.014
Si	2.704	10.854	14.941	0.014	-0.015	0.002
Si	5.436	13.625	14.919	-0.001	0.016	-0.009
Si	8.149	0.025	14.998	-0.007	-0.007	0.006
Si	10.873	2.714	14.944	-0.002	0.012	-0.003
Si	8.2	5.402	14.921	0.009	0.013	-0.003
Si	10.908	8.183	14.957	0.01	0.008	0.009
Si	8.196	10.903	14.935	0.011	0.012	-0.004
Si	10.893	13.626	15.006	-0.018	0	-0.009
Si	-1.424	14.921	16.404	-0.022	0	0.002
Si	1.307	1.334	16.25	-0.021	-0.013	-0.019
Si	-1.311	4.122	16.381	0.012	0.018	-0.007
Si	1.356	6.773	16.411	0.005	0.008	-0.002
Si	-1.354	9.51	16.362	0.041	0.009	0.008
Si	1.332	12.249	16.249	-0.01	-0.006	-0.021
Si	4.102	14.985	16.297	0.004	-0.012	-0.003
Si	6.792	1.371	16.398	0.012	-0.014	-0.014
Si	4.08	4.061	16.321	0.01	0.02	0.021
Si	6.818	6.787	16.191	0.003	-0.017	-0.023
Si	4.035	9.446	16.295	0.01	-0.023	-0.008
Si	6.806	12.269	16.24	-0.008	-0.009	-0.006
Si	9.529	15.006	16.357	0.025	0.002	0.008
Si	12.242	1.397	16.316	-0.027	0.001	0
Si	9.521	4.038	16.337	-0.012	0.017	-0.003
Si	12.266	6.763	16.254	-0.015	-0.032	-0.028
Si	9.589	9.596	16.313	-0.021	0.005	-0.009
Si	12.24	12.269	16.395	0.011	-0.003	-0.015
Si	-0.014	-0.007	17.657	0.025	0.02	-0.003
Si	2.632	2.685	17.601	0.012	0.032	-0.027
Si	0.026	5.438	17.866	0.008	-0.007	0.002
Si	2.72	8.112	17.782	0.009	0.005	0.007
Si	0.02	10.925	17.669	-0.028	-0.049	0.024
Si	2.721	13.591	17.561	-0.016	-0.008	0.004
Si	5.403	0.008	17.751	0.02	0.013	-0.021
Si	8.158	2.73	17.779	0.001	0.002	-0.012
Si	5.514	5.443	17.594	-0.008	0.001	-0.025
Si	8.191	8.157	17.485	-0.036	0.008	-0.037
Si	5.454	10.842	17.503	-0.005	0.012	-0.045
Si	8.117	13.628	17.645	-0.005	0.006	-0.016
Si	10.869	0.108	17.713	-0.026	-0.024	-0.026
Si	-2.7	2.751	17.664	0.02	0.004	-0.014
Si	10.951	5.392	17.619	0.039	0.017	0.026
Si	-2.735	8.083	17.651	0.039	0.017	-0.001
Si	10.883	10.962	17.796	0.017	0.039	0.01
Si	-2.798	13.596	17.865	-0.007	-0.025	0.02
Si	-1.365	1.377	19.001	-0.022	-0.032	0.026
Si	1.422	3.967	19.152	0.013	0.047	0.003
Si	-1.413	6.83	19.182	0.037	-0.022	0.007
Si	1.333	9.554	19.072	-0.007	-0.016	-0.03
Si	-1.363	12.168	19.153	-0.031	-0.005	-0.026
Si	1.397	14.941	18.939	-0.029	-0.006	0.007
Si	3.927	1.367	19.011	-0.011	-0.002	-0.036
Si	6.792	4.137	19.085	-0.039	0.016	0.001
Si	4.181	6.69	19.031	-0.027	-0.034	-0.003
Si	6.853	9.512	18.804	0.013	-0.029	0.01
Si	4.074	12.16	18.817	0.006	-0.041	0.024
Si	6.814	14.975	19.079	0.021	0.047	0.021
Si	9.518	1.399	19.182	0.027	-0.058	0.001
Si	-4.009	4.092	19.072	-0.046	-0.02	0.008
Si	9.532	6.799	18.801	-0.015	-0.029	0.044
Si	12.258	9.452	19.018	0.031	0.037	-0.018
Si	9.442	12.378	19.128	-0.007	0.007	0.002
Si	12.109	15.072	19.167	-0.027	0.032	-0.021
Si	-2.718	0.087	20.441	-0.032	0.038	0.003
Si	0.024	2.572	20.494	0.03	-0.002	0.072
Si	-2.746	5.45	20.586	-0.015	0.022	0.06
Si	-0.451	8.656	20.348	0.04	0.052	0.039
Si	-2.249	10.244	20.288	0.25	0.005	-0.503
Si	0.076	13.603	20.335	-0.004	0.024	-0.023
Si	2.66	-0.055	20.448	0.01	0.016	0.085
Si	5.058	2.999	20.251	-0.182	0.338	-0.351
Si	3.294	4.865	20.311	0.046	0.035	0.027
Si	5.609	8.145	20.228	-0.07	-0.016	0.026
Si	2.819	10.878	20.34	0.043	-0.04	0.034
Si	5.436	13.426	20.202	0.071	-0.034	0.075
Si	8.311	-0.163	20.526	-0.12	0.113	-0.036
Si	10.96	2.782	20.509	-0.003	-0.019	0.046
Si	8.282	5.521	20.299	0.005	0.016	-0.054
Si	10.8	8.101	20.265	-0.028	-0.01	0.046
Si	8.109	10.826	20.299	-0.052	0.036	0.122
Si	10.176	14.306	20.388	-0.206	0.185	-0.553
Si	-0.992	15.294	21.557	-0.029	-0.043	0.154
Si	0.771	0.642	21.765	-0.109	-0.014	-0.633
Si	-1.43	3.874	21.815	0.146	0.135	-0.677
Si	2.754	6.206	22.132	0.154	-0.511	-0.62
Si	0.673	8.429	22.438	-0.454	-0.017	-0.542
Si	1.754	12.552	21.603	-0.356	-0.336	-0.224
Si	3.976	14.624	21.526	-0.067	0.13	-0.696
Si	5.795	15.523	24.013	-0.136	-0.059	0.131
Si	8.554	3.868	23.458	0.481	0.056	0.123
Si	7.437	7.348	21.494	0.04	0.018	-0.001
Si	4.639	9.846	21.474	-0.029	0.136	-0.531
Si	6.245	11.607	21.488	-0.063	-0.126	-0.606
Si	-3.322	4.725	26.109	0.028	-0.047	-0.054
Si	-3.706	1.716	21.874	-0.185	-0.166	-0.811
Si	9.961	4.574	21.663	0.047	0.004	0.046
Si	11.59	6.359	21.611	0.034	-0.308	-0.586
Si	9.089	9.098	21.545	-0.104	-0.153	-0.508
Si	-3.623	13.262	24.309	0.091	0.53	-0.447
Si	-1.581	2.493	26.176	0.07	-0.055	-0.115
Si	7.73	1.143	27.541	0.03	-0.07	0.055
Si	1.145	1.756	24.652	-0.061	-0.084	0.02
Si	-3.751	12.133	27.13	0.052	-0.112	0.063
Si	-4.978	9.235	26.459	-0.119	0.023	-0.078
Si	3.984	0.01	31.122	0.19	0.147	-0.033
Si	-5.777	4.367	27.639	0.052	-0.019	0.083
Si	-5.481	7.18	28.787	0.046	-0.015	-0.003
Si	3.415	7.694	26.53	0.054	0.045	0.094
Si	1.529	3.069	28.867	0.208	0.088	0.281
Si	-2.658	-0.238	25.985	0.119	-0.046	0.014
Si	10.663	14.08	23.457	0.579	-0.17	0.248
Si	-1.626	0.504	32.28	0.362	0.583	0.017
Si	9.959	2.014	29.423	-0.011	-0.103	-0.116
Si	-2.685	6.253	29.905	0.081	0.022	0.045
Si	8.843	9.215	24.595	-0.015	0.027	-0.183
Si	2.662	11.274	30.745	-0.094	-0.007	-0.026
Si	7.698	10.615	31.367	-0.055	0.037	0.172
Si	13.994	13.824	1.442	-0.471	-0.179	0.629
Si	5.092	1.857	28.862	0.025	-0.044	0.004
Si	2.792	0.935	27.201	-0.096	-0.032	0.082
Si	-1.389	5.404	32.581	0.044	-0.099	0.057
Si	-3.678	1.96	30.718	-0.023	-0.037	0.044
Si	-1.334	6.861	27.448	-0.007	0.147	-0.054
Si	7.369	6.777	23.749	-0.007	0.113	-0.605
Si	7.42	14.386	27.602	-0.064	-0.004	-0.018
Si	0.758	11.394	23.298	0.283	0.305	-0.187
Si	-2.213	10.739	23.274	0.031	-0.127	-0.035
Si	4.848	12.683	26.759	-0.326	0.49	-0.206
Si	-1.605	14.609	23.744	-0.331	-0.243	-0.637
Si	-1.474	10.066	33.476	-0.196	0.122	0.659
Si	-1.261	13.683	27.59	-0.016	-0.049	-0.054
Si	0.837	13.378	25.343	0.031	0.043	0.091
Si	7.386	14.704	30.516	0.004	0.071	-0.006
Si	9.123	2.727	25.418	-0.238	0.158	-0.537
Si	8.256	0.999	31.626	0.004	-0.135	0.054
Si	5.493	7.818	28.569	-0.095	0.173	-0.086
Si	0.801	4.581	23.956	-0.065	-0.048	-0.045
Si	-5.128	0.484	24.471	0.06	0.077	-0.04
Si	4.582	7.822	23.767	0.148	0.144	-0.088
Si	-0.338	2.485	32.732	-0.455	-0.556	-0.08
Si	8.083	13.443	24.968	-0.439	-0.571	0.031
Si	-1.587	14.196	30.561	-0.03	0.034	0.019
Si	-3.947	6.975	24.467	-0.111	0.086	0.031
Si	1.187	5.438	26.883	0.093	0.022	-0.146
Si	3.599	14.609	26.111	0.383	-0.561	0.157
Si	6.832	11.574	24.654	0.429	0.465	0.067
Si	-4.4	12.931	29.981	0.107	-0.064	0.03
Si	-1.459	3.399	29.118	0.015	-0.075	0.124
Si	9.334	13.003	31.516	0.089	-0.142	0.138
Si	-1.286	8.078	24.673	0.086	0.045	0.004
Si	6.934	1.361	22.206	0.328	-0.462	-0.38
Si	8.035	8.036	29.912	0.096	-0.107	-0.055
Si	4.506	13.536	31.136	0.15	-0.002	0.038
Si	-1.367	1.38	8.162	-0.006	-0.014	0.008
Si	1.336	4.09	8.148	0.009	0.008	-0.001
Si	-1.372	6.794	8.145	0.017	0.007	-0.004
Si	1.349	9.506	8.222	-0.014	-0.016	0.02
Si	-1.389	12.243	8.199	-0.001	0.002	0.013
Si	1.362	15.005	8.148	0.006	0.005	0.018
Si	4.062	1.356	8.149	-0.003	-0.007	-0.01
Si	6.809	4.058	8.208	-0.002	0.004	0.011
Si	4.085	6.78	8.222	-0.014	-0.014	0.015
Si	6.856	9.568	8.192	0.003	0.001	0.01
Si	4.121	12.291	8.188	0.006	-0.004	0.022
Si	6.816	14.961	8.124	0.005	0.02	-0.002
Si	9.51	1.325	8.139	-0.005	0.009	-0.001
Si	12.256	4.066	8.149	-0.008	-0.01	0.014
Si	9.574	6.8	8.172	0.013	0.003	0.006
Si	12.24	9.501	8.127	0.011	0.004	-0.001
Si	9.529	12.233	8.107	0.021	0.012	-0.011
Si	12.189	14.937	8.154	0.002	-0.025	-0.002
Si	13.583	-0.012	9.491	0.005	-0.017	-0.009
Si	-0.01	2.734	9.527	-0.001	0.014	0.006
Si	13.609	5.428	9.519	0.005	0.001	0
Si	-0.027	8.145	9.539	0	0.01	0.004
Si	13.579	10.862	9.522	0.004	0.007	0.006
Si	0.003	13.619	9.51	0.002	-0.014	0.003
Si	2.71	0.018	9.536	-0.019	0.021	0.007
Si	5.426	2.7	9.526	0.002	0.012	0.002
Si	2.703	5.422	9.538	0.003	0.013	0.005
Si	5.468	8.177	9.523	-0.001	-0.007	-0.014
Si	2.739	10.898	9.522	0.001	-0.002	-0.009
Si	5.468	13.636	9.542	-0.004	0.003	0.007
Si	8.159	-0.013	9.511	-0.003	-0.015	0.004
Si	10.878	2.703	9.493	0.006	-0.01	-0.009
Si	8.186	5.443	9.525	-0.005	-0.017	-0.009
Si	10.911	8.162	9.538	0.007	-0.005	0.001
Si	8.2	10.913	9.546	-0.006	0.004	0.004
Si	10.857	13.582	9.515	-0.014	0.003	0.014
Si	-1.369	14.968	10.873	0.005	0.005	0.008
Si	1.351	1.378	10.892	0.008	-0.003	0.009
Si	-1.362	4.079	10.898	0.014	0.012	0.015
Si	1.346	6.79	10.88	-0.012	-0.011	-0.006
Si	-1.374	9.519	10.889	-0.005	-0.019	-0.002
Si	1.353	12.244	10.875	0.007	0.003	0.003
Si	4.075	14.973	10.893	0.011	-0.002	0.006
Si	6.798	1.347	10.869	-0.013	-0.014	-0.011
Si	4.073	4.063	10.885	-0.013	-0.017	0.001
Si	6.815	6.8	10.884	0.001	0.013	-0.001
Si	4.095	9.529	10.882	0.002	0.003	-0.001
Si	6.825	12.269	10.897	0.005	0.007	0.004
Si	9.517	14.956	10.875	-0.008	-0.018	0
Si	12.23	1.346	10.863	0.003	0.016	-0.003
Si	9.54	4.072	10.878	-0.005	0.011	0.006
Si	12.27	6.801	10.889	0	0.008	0.005
Si	9.546	9.528	10.896	0	0.013	-0.001
Si	12.229	12.236	10.873	-0.006	-0.01	-0.012
Si	-0.017	0.015	12.243	0.012	0.016	0.001
Si	2.718	2.725	12.259	0.005	0.014	0.006
Si	0.006	5.439	12.253	0.007	0.011	0.007
Si	2.711	8.157	12.22	0.004	-0.005	-0.009
Si	-0.013	10.881	12.245	-0.005	-0.013	-0.007
Si	2.704	13.598	12.243	-0.011	-0.025	-0.004
Si	5.442	0.01	12.243	0.001	0.009	0.007
Si	8.163	2.707	12.222	-0.01	0	-0.008
Si	5.442	5.425	12.232	-0.02	-0.003	-0.012
Si	8.172	8.162	12.243	-0.012	-0.006	0
Si	5.455	10.896	12.236	0.014	0.004	-0.002
Si	8.176	13.624	12.261	0.001	0.012	0.01
Si	10.876	-0.008	12.24	-0.014	-0.02	-0.009
Si	13.585	2.7	12.232	-0.015	-0.024	-0.008
Si	10.906	5.441	12.238	0.03	0.019	0
Si	13.618	8.161	12.265	0.015	0.011	0.003
Si	10.899	10.891	12.259	-0.001	0.004	0.011
Si	13.589	13.599	12.233	0.005	-0.007	-0.003
O	14.946	15.07	1.053	-0.062	0.137	-0.449
O	11.951	11.56	0.205	-0.062	0.099	-0.133
O	-2.36	6.983	24.174	0.328	-0.62	-0.243
O	3.285	3.76	0.07	0.638	-0.04	0.186
O	-6.652	7.3	33.06	0.068	0.564	-0.402
O	3.144	10.347	31.982	0.354	0.239	0.373
O	-3.723	12.639	32.926	0.382	0.274	-0.142
O	-4.196	3.303	31.475	-0.08	0.517	-0.189
O	5.269	6.071	0.039	-0.502	-0.137	-0.18
O	2.845	8.218	0.224	0.186	0.4	-0.348
O	-5.092	10.315	32.911	0.199	-0.633	-0.002
O	0.818	13.553	33.412	-0.009	0.415	-0.42
O	7.262	2.957	0.261	-0.349	0.047	0.045
O	3.338	4.796	33.952	-0.437	0.265	-0.225
O	7.2	7.64	33.909	-0.177	0.396	-0.26
O	1.328	12.026	31.248	0.082	-0.033	-0.225
O	1.273	8.55	32.544	-0.399	0.274	-0.441
O	9.055	12.883	1.322	0.085	-0.208	-0.073
O	1.95	7.605	21.84	0.026	0.246	-0.37
O	10.299	15.644	23.786	-0.476	0.093	-0.328
O	7.058	14.587	24.386	0.214	0.272	-0.278
O	1.045	0.749	23.393	0.268	-0.173	0.425
O	4.567	9.27	23.033	-0.159	0.286	0.323
O	6.485	11.83	23.089	0.05	0.012	-0.023
O	-4.918	1.377	29.838	0.128	-0.407	-0.211
O	7.831	2.655	22.602	0.216	0.043	-0.228
O	1.655	4.056	27.562	0.197	-0.095	-0.169
O	-6.365	3.357	33.022	-0.107	-0.494	-0.117
O	-0.565	4.463	23.087	-0.156	0.159	0.106
O	2.84	13.645	22.189	0.013	-0.169	0.605
O	-2.392	5.838	26.792	-0.025	-0.018	0.156
O	-1.257	15.652	31.202	0.253	0.185	-0.384
O	9.391	0.281	32.514	0.311	-0.256	-0.071
O	-4.724	7.113	23.078	-0.353	0.54	0.12
O	10.341	5.948	27.864	-0.539	0.177	-0.547
O	-4.594	12.679	28.4	-0.39	-0.021	-0.094
O	7.434	-0.02	30.67	-0.327	0.06	-0.461
O	-1.2	3.812	32.289	-0.32	-0.023	-0.441
O	-2.133	14.912	26.967	-0.344	-0.016	0.236
O	1.077	11.843	24.841	0.357	-0.278	0.494
O	4.799	0.59	29.851	0.17	-0.505	-0.018
O	-2.564	10.345	32.325	0.123	-0.188	-0.464
O	0.036	6.193	32.587	0.581	-0.085	-0.108
O	-5.177	14.846	33.399	-0.063	0.121	-0.556
O	3.155	5.261	30.646	-0.331	0.024	-0.058
O	-4.306	5.522	25.094	-0.52	-0.419	0.009
O	-2.494	3.556	25.347	-0.059	-0.175	-0.386
O	7.595	5.158	23.889	-0.198	-0.041	0.316
O	-2.567	2.808	22.333	0.019	0.118	0.224
O	-0.281	2.017	25.37	-0.245	-0.322	0.109
O	1.882	5.538	23.289	-0.11	-0.035	0.242
O	4.971	6.832	29.721	0.344	-0.148	-0.049
O	-3.339	11.711	23.864	-0.544	-0.103	-0.202
O	-5.064	8.434	27.858	0.203	-0.005	0.061
O	-4.04	13.119	25.886	-0.575	0.467	0.133
O	5.933	14.021	30.574	-0.14	-0.148	-0.264
O	0.496	5.136	25.443	-0.501	0.199	0.127
O	4.682	3.231	29.628	0.208	0.175	0.121
O	-3.157	0.935	31.866	-0.537	-0.035	0.06
O	-5.747	13.532	30.639	-0.004	0.763	0.083
O	7.145	1.728	32.511	-0.465	-0.334	-0.032
O	7.902	1.888	26.11	-0.539	0.117	-0.225
O	-0.845	11.554	23.009	-0.087	0.564	-0.427
O	-2.164	12.325	27.489	0.108	-0.341	0.298
O	5.092	5.97	32.243	0.497	0.058	0.027
O	3.531	14.797	30.96	-0.574	-0.027	-0.018
O	8.476	13.862	26.496	0.725	0.19	0.08
O	-2.309	6.189	31.487	-0.257	0.341	0.195
O	2.237	1.224	25.706	0.316	0.032	-0.131
O	4.068	11.556	27.633	-0.139	0.221	0.208
O	1.958	1.595	0.384	-0.047	0.056	0.019
O	4.997	15.066	22.698	0.11	-0.061	-0.021
O	-2.214	4.786	29.404	-0.25	-0.008	-0.264
O	4.948	9.34	28.819	0.213	0.229	0.169
O	7.149	-0.355	27.316	-0.436	0.136	-0.088
O	3.498	7.905	24.944	-0.464	0.009	-0.119
O	-4.262	6.628	29.718	-0.221	-0.294	0.383
O	3.833	12.316	30.344	0.26	-0.159	-0.612
O	5.467	11.799	25.522	-0.41	-0.449	-0.001
O	-4.229	1.122	23.294	0.063	-0.131	0.202
O	-1.843	-0.321	24.587	0.308	0.472	-0.041
O	9.198	1.156	28.264	0.463	-0.155	-0.084
O	9.586	7.699	29.665	0.235	0.169	0.118
O	4.689	15.466	25.21	-0.103	0.1	0.05
O	5.983	7.328	24.396	-0.058	-0.039	0.489
O	0.133	13.445	26.798	0.285	-0.012	0.513
O	10.313	1.647	25.136	0.112	0.262	-0.056
O	2.421	6.463	26.795	0.086	-0.054	0.203
O	-1.018	13.077	31.578	-0.239	-0.113	0.226
O	3.082	15.65	27.277	-0.266	-0.138	0.291
O	2.511	10.383	29.403	-0.481	-0.312	-0.179
O	-2.781	10.232	21.853	-0.379	-0.21	0.331
O	7.106	7.664	28.63	0.246	-0.429	-0.613
O	5.62	2.039	21.491	-0.17	-0.051	0.111
O	-1.072	7.99	26.29	0.099	0.539	0.294
O	0.059	6.134	27.796	0.032	-0.078	0.399
O	8.581	10.023	32.601	-0.262	-0.433	0.308
O	-1.919	7.316	28.903	0.142	0.463	0.119
O	7.669	9.587	30.149	-0.156	0.148	-0.46
O	4.253	14.989	0.698	0.164	-0.353	0.046
O	9.422	13.251	24.088	-0.031	-0.535	0.107
O	6.08	13.464	27.518	-0.178	-0.213	0.168
O	4.842	0.116	32.519	0.278	-0.39	0.068
O	0.017	7.732	23.767	0.259	-0.48	0.155
O	-0.254	11.126	33.215	0.373	-0.077	0.144
O	2.244	14.168	25.312	0.079	0.01	-0.443
O	13.986	13.042	0.005	0.49	-0.096	-0.19
O	1.589	3.175	24.042	0.645	0.063	-0.324
O	5.616	3.71	33.264	-0.248	-0.018	-0.152
O	6.422	0.645	23.586	0.035	0.4	0.401
O	4.2	1.684	27.515	0.13	0.467	-0.565
O	12.715	6.545	0.78	-0.148	-0.293	0.25
O	2.617	0.838	31.301	-0.58	-0.156	-0.136
O	-4.233	-0.279	25.599	-0.391	-0.455	0.431
O	1.189	9.849	23.042	0.519	0.061	0.169
O	3.277	1.907	33.57	-0.284	0.303	0.363
O	4.645	13.02	32.666	-0.452	0.159	0.433
O	8.025	14.283	29.091	0.384	-0.421	0.107
O	8.982	2.077	30.689	-0.291	0.537	-0.03
O	4.2	6.648	22.714	0.241	-0.353	-0.014
O	3.483	7.806	31.59	0.08	0.272	-0.174
O	6.645	1.937	28.445	-0.075	0.557	0.178
O	10.518	9.449	0.076	-0.035	-0.663	0.237
O	9.901	9.564	25.776	-0.078	0.269	0.509
O	-2.404	1.197	26.642	-0.481	0.166	0.614
O	9.424	9.566	23.108	0.363	0.296	0.122
O	8.493	11.865	30.732	0.194	-0.1	-0.543
O	-4.768	5.393	32.957	0.228	0.217	-0.417
O	9.589	3.879	26.448	-0.188	0.21	-0.027
O	-1.541	-0.08	33.796	0.089	-0.115	0.07
O	1.713	1.53	28.278	-0.086	-0.354	0.1
O	-4.24	4.038	27.248	0.1	-0.627	0.297
O	8.51	7.617	24.584	0.44	-0.276	0.523
O	-1.24	3.266	27.531	0.139	0.132	-0.232
O	-1.112	8.498	33.266	-0.418	-0.326	0.055
O	-0.172	14.028	24.271	0.324	-0.16	-0.226
O	0.079	3.249	29.623	0.082	0.135	0.53
O	7.491	10.094	24.862	-0.436	-0.324	0.325
O	1.131	2.764	32.134	0.069	0.246	-0.372
O	8.289	14.192	31.746	0.091	0.402	0.729
O	-3.172	13.943	30.303	-0.245	0.365	0.122
O	2.932	9.1	27.189	-0.684	0.251	-0.342
O	-6.592	12.376	32.957	0.211	0.626	0.206
O	6.224	10.986	31.956	-0.317	-0.296	-0.537
O	-2.405	2.251	29.755	0.131	-0.195	-0.253
O	-4.177	11.468	30.652	-0.074	-0.526	-0.36
O	7.611	7.319	31.294	-0.272	0	0.054
O	-4.24	8.237	25.42	0.267	0.052	-0.004
O	8.038	5.306	32.807	-0.449	-0.196	-0.511
O	4.876	7.339	27.153	0.171	-0.567	-0.163
O	-1.844	9.553	24.301	-0.082	0.208	0.239
O	10.696	13.823	21.863	0.272	-0.437	0.141
O	-6.134	3.545	28.97	-0.229	0.422	0.153
O	-4.154	10.604	26.752	0.288	-0.115	-0.185
O	-0.872	14.049	29.113	0.465	0.133	0.018

Results
total energy: -106465.887 eV
total energy less fixed offsets of O -438.35, Si -107.03 eV per atom: 9.163 eV
